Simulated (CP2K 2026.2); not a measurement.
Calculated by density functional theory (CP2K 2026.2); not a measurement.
Periodic cell of 504 atoms, Si360O144, from a study of silicon, its oxide and their interface. The atomic structure is a simulated model.
Doubt: the forces sum to 0.85 eV/angstrom along one axis rather than to zero, so they err by at least 0.0017 eV/angstrom per atom on average; the grid cutoff is modest.

Settings
functional: PBE
method: Gaussian and plane waves
basis set: DZVP-MOLOPT-SR-GTH
pseudopotentials: GTH-PBE
grid cutoff: 350 Ry, relative cutoff 50 Ry
k points: Gamma only
occupations: fixed
spin: none
net charge: 0

Cell vectors (angstrom)
a	16.32	0	0
b	0	16.32	0
c	2.2769	-1.0546	33.8979

Atoms and the computed forces on them: element, x, y, z (angstrom), force x, y, z (eV/angstrom)
Si	1.692	14.639	0.233	-0.102	0.214	0.905
Si	6.717	-0.008	33.843	-0.327	0.257	0.725
Si	3.163	3.204	33.893	0.337	0.009	0.704
Si	6.563	5.447	33.797	-0.139	0.174	0.765
Si	1.028	9.711	0.241	0.188	0.046	0.684
Si	3.903	12.484	0.235	0.046	-0.278	0.759
Si	6.509	15.013	0.311	0.266	0.086	0.75
Si	12.078	-0.072	33.828	-0.033	0.038	0.771
Si	8.875	3.307	33.846	0.042	-0.154	0.761
Si	11.512	6.049	33.837	0.235	-0.165	0.773
Si	7.003	9.301	0.147	-0.15	0.133	0.841
Si	9.769	12.19	0.237	-0.241	0.015	0.763
Si	14.42	14.112	33.735	0.132	-0.153	0.685
Si	14.76	1.593	0.25	-0.011	-0.095	0.815
Si	14.804	2.687	33.768	-0.2	0.255	0.739
Si	15.224	6.7	0.105	-0.183	-0.051	0.691
Si	11.902	9.896	0.022	0.274	-0.199	0.821
Si	15.345	12.068	0.132	-0.252	0.034	0.764
Si	2.769	0.058	1.346	0.036	0.008	-0.072
Si	5.496	2.71	1.25	-0.013	0.017	-0.033
Si	2.677	5.346	1.188	-0.014	0	-0.025
Si	5.408	8.07	1.336	-0.01	-0.022	-0.022
Si	2.706	10.856	1.427	-0.001	0.013	-0.051
Si	5.343	13.599	1.679	-0.039	-0.017	-0.009
Si	8.232	16.234	1.338	-0.02	0.002	-0.002
Si	10.905	2.646	1.216	0.005	-0.023	-0.045
Si	8.156	5.489	1.286	-0.014	0.016	-0.074
Si	10.85	8.203	1.279	-0.041	0.035	-0.068
Si	8.124	10.951	1.391	0.019	0.001	-0.038
Si	11.049	13.689	1.41	0.017	0.06	-0.026
Si	13.569	-0.038	1.372	-0.037	-0.013	-0.02
Si	16.235	2.812	1.536	0.023	-0.003	-0.014
Si	13.556	5.45	1.217	-0.001	-0.046	-0.05
Si	16.276	8.159	1.577	0.014	0.007	-0.026
Si	13.623	10.922	1.296	0.019	-0.007	-0.066
Si	0.117	13.542	1.558	0.002	-0.006	-0.051
Si	1.369	1.389	2.71	0.003	-0.021	-0.001
Si	4.047	4.017	2.618	0.017	0.018	-0.006
Si	1.435	6.754	2.71	0.024	-0.042	0.005
Si	4.088	9.467	2.712	0.011	-0.002	0.002
Si	1.417	12.178	2.903	0.016	-0.002	0.029
Si	4.015	15.053	2.887	-0.039	0.033	0.042
Si	6.879	1.376	2.651	-0.012	-0.018	0.003
Si	9.541	4.061	2.572	-0.018	-0.03	-0.018
Si	6.797	6.774	2.728	0.013	0.023	0.028
Si	9.51	9.55	2.712	0.002	0.004	0.063
Si	6.792	12.212	2.837	0.014	-0.01	0.038
Si	9.567	14.935	2.757	-0.014	-0.019	0.016
Si	12.209	1.343	2.722	0.017	0.016	-0.001
Si	14.856	4.184	2.786	-0.042	-0.001	0.022
Si	12.206	6.803	2.613	0.022	0.027	-0.023
Si	14.852	9.529	2.788	-0.007	0.053	0.029
Si	12.349	12.282	2.747	0.001	-0.034	0.028
Si	14.976	14.954	2.734	-0.011	-0.001	-0.018
Si	16.325	0.019	4.071	0.017	0.006	-0.005
Si	2.73	2.719	4.075	0.027	0.017	0.003
Si	16.323	5.472	4.091	-0.017	-0.004	-0.026
Si	2.747	8.123	4.096	-0.007	-0.021	-0.01
Si	16.283	10.839	4.156	0.018	-0.004	-0.036
Si	2.71	13.621	4.215	-0.006	0.009	-0.013
Si	5.497	0.067	4.099	0.008	-0.012	-0.03
Si	8.199	2.744	4.022	0.008	-0.027	-0.012
Si	5.413	5.388	4.025	-0.012	-0.014	-0.027
Si	8.155	8.166	4.072	-0.02	0.028	-0.04
Si	5.427	10.823	4.121	-0.03	0.008	-0.002
Si	8.19	13.588	4.122	0.035	0.023	-0.013
Si	10.869	0.012	4.116	0.024	-0.006	-0.018
Si	13.553	2.731	4.09	0.004	-0.007	-0.015
Si	10.866	5.427	3.984	0.003	0.009	0.005
Si	13.523	8.13	4.084	-0.018	0	0.003
Si	10.909	10.905	4.056	-0.013	-0.015	-0.032
Si	13.658	13.614	4.142	-0.019	-0.007	-0.005
Si	1.368	14.953	16.317	0.001	-0.013	0.004
Si	4.112	1.365	16.282	0.001	-0.003	0.007
Si	1.36	4.117	16.268	-0.001	-0.008	-0.008
Si	4.058	6.809	16.291	-0.002	0.001	-0.001
Si	1.319	9.508	16.326	-0.009	-0.009	0.013
Si	4.095	12.263	16.325	0.01	0.02	0.008
Si	6.819	14.965	16.289	0.008	-0.003	-0.002
Si	9.525	1.348	16.343	0.006	0.015	0.014
Si	6.803	4.073	16.295	-0.017	0.002	-0.005
Si	9.523	6.795	16.289	-0.002	-0.005	0.001
Si	6.796	9.544	16.302	0.002	-0.006	-0.004
Si	9.529	12.248	16.318	0.003	0.012	0.002
Si	12.212	14.948	16.323	-0.005	-0.014	0.004
Si	14.957	1.346	16.316	0.03	-0.007	0
Si	12.237	4.06	16.327	0.001	-0.004	0.004
Si	14.94	6.811	16.353	0.002	0.011	0.021
Si	12.248	9.5	16.302	0.003	-0.002	-0.006
Si	14.979	12.226	16.322	-0.007	-0.011	0.008
Si	2.795	-0.031	17.629	0.013	-0.002	0.002
Si	5.423	2.751	17.663	0.004	0.01	0.028
Si	2.702	5.457	17.662	0.034	-0.021	0.015
Si	5.429	8.167	17.625	-0.013	0.012	0.019
Si	2.689	10.898	17.626	0.006	0.026	0.009
Si	5.485	13.633	17.681	-0.018	-0.033	0.01
Si	8.16	-0.028	17.682	-0.016	-0.025	0.036
Si	10.897	2.7	17.715	0.004	-0.025	0.001
Si	8.192	5.408	17.637	-0.002	0.019	0.011
Si	10.866	8.159	17.649	0.05	0.002	0.014
Si	8.121	10.938	17.666	-0.012	-0.001	0.006
Si	10.906	13.556	17.717	0.004	-0.006	0.041
Si	13.56	-0.003	17.667	-0.002	0.006	0.017
Si	16.337	2.752	17.603	-0.031	0.01	0.019
Si	13.565	5.435	17.692	-0.015	-0.016	0.04
Si	16.291	8.164	17.75	-0.025	0.017	0.018
Si	13.633	10.828	17.661	-0.001	0.008	-0.026
Si	16.319	13.603	17.688	0.022	-0.011	0.019
Si	1.466	1.418	18.868	0.027	0.022	-0.06
Si	4.061	4.124	19.042	0.003	-0.007	-0.04
Si	1.353	6.777	19.067	-0.027	0.001	0
Si	4.059	9.554	18.952	0.015	-0.008	-0.023
Si	1.384	12.249	19.042	0.013	-0.02	-0.03
Si	4.145	14.966	19.066	-0.023	0.033	0.002
Si	6.776	1.368	18.992	0.001	-0.021	-0.061
Si	9.533	4.068	19.055	-0.009	0.018	0.004
Si	6.798	6.766	18.927	-0.01	-0.008	-0.044
Si	9.498	9.563	18.946	-0.005	0.003	-0.031
Si	6.811	12.307	19.1	0.018	-0.001	0.006
Si	9.51	14.904	19.056	0.003	0.012	-0.016
Si	12.256	1.345	19.1	-0.01	-0.001	0.009
Si	14.966	4.06	19.004	-0.017	-0.002	-0.029
Si	12.152	6.773	19.055	0.007	-0.016	-0.029
Si	14.908	9.513	19.141	0.001	-0.02	-0.016
Si	12.311	12.147	19.047	-0.003	0.024	-0.008
Si	14.885	14.936	19.009	0.007	-0.052	-0.017
Si	16.337	0.111	20.075	-0.063	0.035	-0.009
Si	2.721	2.715	20.381	0.021	0.011	0.088
Si	16.315	5.388	20.409	-0.004	-0.007	0.075
Si	2.752	8.173	20.336	0.023	0.011	0.062
Si	16.334	10.892	20.439	-0.021	-0.001	0.028
Si	2.803	13.594	20.415	0.047	-0.053	0.051
Si	5.433	0.074	20.434	-0.027	0.035	0.08
Si	8.171	2.677	20.347	-0.009	-0.023	0.053
Si	5.487	5.464	20.372	-0.012	-0.031	0.032
Si	8.102	8.199	20.208	0.012	0.015	0.033
Si	5.358	10.95	20.348	-0.036	0.034	0.024
Si	8.187	13.597	20.547	0.013	-0.015	0.084
Si	10.897	-0.075	20.41	0.013	-0.012	0.039
Si	13.621	2.743	20.443	-0.007	0.027	0.013
Si	10.775	5.447	20.5	0.026	0.019	0.045
Si	13.504	8.102	20.455	-0.004	0.029	0.066
Si	10.888	10.807	20.367	0.038	0.013	0.042
Si	13.651	13.477	20.47	0.058	-0.029	0.015
Si	17.507	14.955	21.363	0.26	0.007	-0.685
Si	4.292	1.666	21.8	-0.169	-0.268	-0.781
Si	17.459	3.799	21.726	0.081	0.132	-0.701
Si	4.413	7.148	21.61	-0.102	-0.165	-0.779
Si	1.606	9.713	21.658	-0.191	-0.169	-0.804
Si	3.819	11.957	21.839	0.23	0.344	-0.693
Si	7.059	15.338	21.726	-0.074	-0.214	-0.794
Si	9.349	1.143	21.68	0.164	0.065	-0.772
Si	6.611	3.824	21.648	0.097	0.204	-0.777
Si	9.403	7.012	21.706	-0.033	-0.312	-0.695
Si	6.587	9.387	21.507	0.091	0.1	-0.778
Si	9.845	12.353	21.77	-0.301	-0.046	-0.693
Si	12.019	14.595	21.682	0.056	0.167	-0.783
Si	15.311	1.551	21.578	-0.235	0.042	-0.631
Si	12.486	4.379	21.743	-0.143	-0.2	-0.82
Si	14.739	6.537	21.697	0.052	0.152	-0.813
Si	11.767	9.095	21.729	0.236	0.153	-0.856
Si	15.429	12.561	21.845	-0.45	-0.36	-0.58
Si	16.351	5.374	26.663	0.137	-0.013	-0.032
Si	18.182	1.01	28.79	0	0.005	0.111
Si	3.197	1.414	24.803	0.072	0.023	-0.2
Si	9.646	9.069	27.679	-0.056	-0.059	-0.07
Si	2.133	11.344	26.401	-0.106	0.047	-0.077
Si	7.336	9.542	32.021	-0.022	0.038	0.093
Si	6.73	15.334	28.371	0.098	0.105	-0.007
Si	16.595	12.963	31.687	-0.085	0.131	0.145
Si	7.539	5.663	23.922	-0.093	0.118	-0.093
Si	11.941	10.669	26.628	-0.089	-0.114	0.059
Si	4.449	7.056	28.897	-0.036	0.008	-0.016
Si	11.362	2.381	23.754	-0.062	-0.056	-0.174
Si	12.299	5.769	30.808	-0.021	0.051	0.138
Si	15.97	8.569	23.686	0.06	-0.073	-0.106
Si	18.206	5.579	28.895	-0.039	-0.024	-0.039
Si	16.184	12.848	24.82	0.087	-0.074	-0.091
Si	16.389	15.141	28.336	-0.012	0.038	0.018
Si	1.943	15.222	24.206	-0.134	-0.076	0.021
Si	4.127	8.853	26.468	0.016	0.137	-0.013
Si	10.267	13.168	27.156	-0.032	0.06	0.023
Si	8.9	15.483	26.178	-0.084	-0.06	0.029
Si	8.864	10.905	29.998	-0.024	-0.036	-0.031
Si	14.334	8.132	30.858	-0.072	0.004	0.117
Si	6.778	13.991	24.321	-0.009	0.082	0.038
Si	13.356	9.483	24.301	0.072	-0.106	-0.125
Si	11.287	0.937	29.076	0.098	-0.048	0.022
Si	4.099	13.143	24.72	-0.127	-0.262	-0.079
Si	4.71	1.147	27.363	0.054	0.023	-0.018
Si	3.37	1.482	31.165	-0.039	-0.042	0.194
Si	16.422	3.204	28.575	-0.034	0.167	0.05
Si	9.804	6.143	28.849	-0.045	0.008	-0.025
Si	8.626	4.585	26.619	0.101	0.071	-0.042
Si	7.961	11.197	23.714	0.109	-0.104	-0.069
Si	11.233	14.364	29.77	0.059	0.028	-0.077
Si	7.459	12.495	28.128	0.061	-0.014	0.046
Si	14.652	3.883	30.924	-0.01	-0.041	0.068
Si	13.564	0.081	23.639	-0.026	0.014	-0.124
Si	10.176	1.403	31.73	0.014	0.045	0.136
Si	10.007	1.932	26.333	0.084	-0.065	0.009
Si	7.064	10.033	26.484	-0.022	-0.068	-0.04
Si	2.228	4.331	24.631	-0.022	0.055	-0.106
Si	5.872	2.703	29.566	0	0.025	0.014
Si	5.034	7.383	31.944	0.11	-0.138	0.125
Si	7.348	0.542	30.974	-0.076	0.037	0.137
Si	2.363	15.167	32.008	-0.08	-0.001	-0.054
Si	10.372	12.533	32.019	0.045	-0.029	0.032
Si	13.637	-0.766	28.902	0.066	0.074	-0.044
Si	14.63	14.949	26.202	0.019	-0.046	-0.067
Si	14.806	7.825	26.104	-0.004	0.14	-0.066
Si	4.45	6.38	24.508	0.174	-0.001	-0.11
Si	14.26	9.932	28.403	-0.003	-0.047	-0.035
Si	6.929	5.407	28.849	0.117	-0.089	0.084
Si	16.618	6.312	31.237	-0.061	0.064	0.096
Si	16.599	12.016	28.711	0.123	-0.043	0.156
Si	1.321	14.985	5.497	-0.016	-0.011	0
Si	4.106	1.393	5.454	-0.017	-0.015	-0.005
Si	1.351	4.077	5.43	0.015	-0.004	-0.014
Si	4.101	6.76	5.436	0.013	0.008	-0.004
Si	1.358	9.472	5.458	-0.008	0.012	-0.001
Si	4.1	12.227	5.485	0.018	-0.011	0
Si	6.823	14.977	5.448	0.006	0.014	-0.006
Si	9.513	1.387	5.441	-0.006	-0.002	0
Si	6.804	4.068	5.395	-0.018	0.002	-0.01
Si	9.52	6.782	5.392	0.005	-0.003	-0.008
Si	6.803	9.49	5.468	0.02	0.004	0.003
Si	9.552	12.232	5.458	-0.007	-0.032	0.003
Si	12.251	14.97	5.457	0	0.006	-0.011
Si	14.956	1.38	5.427	-0.001	-0.006	-0.014
Si	12.199	4.096	5.422	-0.011	-0.004	-0.006
Si	14.95	6.822	5.44	0.015	0.006	-0.005
Si	12.206	9.514	5.445	0.002	0.009	0.002
Si	14.974	12.24	5.508	0.008	0.003	0.007
Si	2.731	0.021	6.804	0.006	-0.01	-0.008
Si	5.458	2.742	6.808	0.009	-0.013	0.006
Si	2.716	5.43	6.795	-0.006	0.006	0
Si	5.444	8.128	6.811	0.009	-0.002	0.003
Si	2.713	10.862	6.81	-0.013	0.011	-0.012
Si	5.467	13.604	6.813	0.005	-0.01	-0.001
Si	8.169	0.018	6.809	-0.005	0.007	-0.003
Si	10.867	2.739	6.803	-0.006	0.012	0.015
Si	8.155	5.436	6.764	-0.006	0.007	0.001
Si	10.856	8.142	6.79	-0.008	0.014	-0.003
Si	8.171	10.87	6.803	-0.002	0	-0.006
Si	10.896	13.603	6.816	0	-0.003	-0.003
Si	13.609	0.015	6.803	0.004	-0.003	-0.003
Si	16.32	2.721	6.798	0.002	-0.006	0.001
Si	13.589	5.44	6.779	0.008	-0.009	-0.009
Si	16.307	8.151	6.827	-0.003	0.001	0.006
Si	13.583	10.866	6.812	0.006	-0.006	-0.003
Si	16.313	13.611	6.86	0.003	0.012	0.005
Si	1.364	1.369	8.165	-0.003	0.002	0.001
Si	4.083	4.088	8.164	0.006	0.007	-0.001
Si	1.356	6.785	8.163	-0.005	-0.006	0
Si	4.081	9.503	8.159	0.004	-0.006	-0.007
Si	1.368	12.235	8.177	-0.002	0.005	0.003
Si	4.084	14.962	8.157	-0.008	-0.002	-0.004
Si	6.802	1.369	8.166	-0.011	-0.012	0.006
Si	9.505	4.091	8.153	-0.002	-0.015	0.003
Si	6.811	6.783	8.16	-0.006	0.006	0.006
Si	9.514	9.504	8.165	-0.016	-0.01	0.005
Si	6.82	12.237	8.164	0.016	0.016	0.003
Si	9.53	14.969	8.161	0	0	0
Si	12.24	1.374	8.152	0.01	0.003	-0.008
Si	14.95	4.08	8.147	0	0.003	0.002
Si	12.234	6.798	8.148	0.005	0.01	-0.002
Si	14.952	9.521	8.174	0.02	0.012	0.002
Si	12.24	12.235	8.176	-0.004	-0.003	0
Si	14.947	14.976	8.188	-0.005	-0.013	0.007
Si	16.324	0.01	9.531	0.002	-0.012	0.002
Si	2.723	2.727	9.522	0.005	-0.006	0.004
Si	16.312	5.431	9.516	0.01	0.003	0
Si	2.716	8.152	9.518	-0.012	0.009	0
Si	16.315	10.883	9.527	-0.008	0.004	-0.002
Si	2.729	13.602	9.524	0.009	-0.013	-0.003
Si	5.44	0.004	9.516	0.007	0.001	0.001
Si	8.161	2.728	9.521	-0.001	0.011	0.006
Si	5.442	5.442	9.525	0.001	0.002	0.003
Si	8.156	8.15	9.527	-0.002	-0.002	0.003
Si	5.444	10.875	9.511	0	0.007	-0.005
Si	8.172	13.603	9.52	-0.008	-0.01	0.001
Si	10.891	0.007	9.516	0.004	-0.001	-0.002
Si	13.599	2.723	9.518	-0.001	-0.01	-0.003
Si	10.874	5.442	9.513	-0.011	-0.004	-0.002
Si	13.589	8.154	9.518	0.004	-0.001	-0.002
Si	10.874	10.87	9.522	0.005	-0.003	-0.004
Si	13.596	13.6	9.535	0.001	0.014	0.006
Si	1.361	14.959	10.882	-0.002	0.002	0.005
Si	4.081	1.363	10.878	-0.008	-0.009	-0.002
Si	1.356	4.08	10.88	-0.005	-0.003	-0.002
Si	4.077	6.802	10.882	0.012	0.006	0.001
Si	1.358	9.519	10.872	-0.002	0.002	-0.004
Si	4.089	12.238	10.875	0	0	0.004
Si	6.802	14.961	10.869	0.001	0.003	-0.002
Si	9.529	1.366	10.869	-0.005	-0.005	-0.005
Si	6.802	4.083	10.882	-0.012	-0.009	0.001
Si	9.521	6.796	10.884	0.006	0.009	0.003
Si	6.796	9.518	10.879	0	-0.008	0.001
Si	9.524	12.238	10.881	0	0.005	0.002
Si	12.24	14.963	10.886	-0.002	-0.013	-0.002
Si	14.958	1.367	10.887	-0.001	0.009	0
Si	12.234	4.079	10.873	0.008	-0.003	-0.001
Si	14.953	6.795	10.871	0.007	-0.001	0
Si	12.236	9.514	10.881	-0.003	0.004	0.002
Si	14.96	12.241	10.89	0.011	0.004	0.003
Si	2.72	0.003	12.236	0.005	-0.001	0
Si	5.445	2.721	12.234	0.009	0.005	0.007
Si	2.714	5.442	12.237	-0.009	-0.001	0.004
Si	5.431	8.166	12.243	-0.007	0.003	0.005
Si	2.72	10.881	12.228	-0.003	0.001	-0.006
Si	5.446	13.602	12.234	0.005	-0.002	0.001
Si	8.168	0	12.217	0.001	0.002	-0.005
Si	10.882	2.717	12.239	-0.002	-0.005	-0.001
Si	8.16	5.44	12.246	-0.001	-0.004	0
Si	10.882	8.154	12.244	-0.004	0.003	0.002
Si	8.161	10.878	12.235	-0.008	0.002	-0.003
Si	10.885	13.598	12.242	0.005	0.009	0.006
Si	13.603	-0.002	12.247	0.001	-0.008	-0.002
Si	16.316	2.727	12.246	0.012	-0.006	0.004
Si	13.596	5.434	12.231	-0.006	0.004	-0.002
Si	16.311	8.163	12.222	0.01	0.005	-0.008
Si	13.593	10.879	12.239	0.002	-0.005	-0.001
Si	16.323	13.598	12.248	-0.009	-0.002	0.003
Si	1.356	1.36	13.596	-0.007	-0.002	0
Si	4.082	4.08	13.588	0.005	-0.009	0.003
Si	1.345	6.81	13.582	-0.017	0.02	-0.006
Si	4.066	9.528	13.602	0.001	0.011	0.007
Si	1.369	12.234	13.599	0.012	-0.008	0.006
Si	4.084	14.965	13.59	-0.009	0.004	0
Si	6.82	1.36	13.577	0.003	-0.014	-0.009
Si	9.52	4.072	13.6	0.001	0	0
Si	6.795	6.808	13.596	-0.008	0.009	-0.002
Si	9.523	9.52	13.595	0.007	-0.004	-0.001
Si	6.806	12.243	13.593	0.008	-0.008	0.002
Si	9.521	14.965	13.583	-0.014	0.002	-0.011
Si	12.238	1.355	13.604	0.005	0.004	0
Si	14.953	4.087	13.604	-0.003	-0.003	0.001
Si	12.243	6.787	13.597	0.018	-0.011	-0.002
Si	14.953	9.515	13.587	0.003	-0.007	-0.005
Si	12.242	12.239	13.607	-0.016	0.009	0.006
Si	14.959	14.952	13.61	0.015	0	0.003
Si	16.324	-0.005	14.96	-0.005	-0.003	-0.002
Si	2.722	2.722	14.944	-0.006	-0.004	0.007
Si	16.299	5.475	14.952	0.016	-0.004	-0.003
Si	2.69	8.167	14.951	-0.006	-0.008	-0.002
Si	16.313	10.87	14.944	0.003	0.012	-0.003
Si	2.73	13.602	14.953	-0.01	0.003	-0.001
Si	5.464	0.005	14.928	0.011	0.011	-0.005
Si	8.169	2.703	14.96	-0.008	-0.009	0.005
Si	5.436	5.444	14.949	0.01	0.006	0.006
Si	8.157	8.169	14.952	0.005	0.006	0.004
Si	5.433	10.896	14.948	-0.004	-0.009	0
Si	8.178	13.601	14.943	0	0.014	0.001
Si	10.869	-0.005	14.959	-0.012	-0.015	0.002
Si	13.6	2.713	14.96	-0.006	-0.004	0.006
Si	10.887	5.423	14.954	0.004	0.013	-0.004
Si	13.605	8.149	14.949	-0.01	0.006	0.001
Si	10.88	10.875	14.962	0	-0.009	0.005
Si	13.599	13.593	14.978	0.019	0.004	-0.001
O	4.391	7.291	30.485	-0.242	0.101	-0.092
O	5.083	12.514	33.606	-0.091	0.071	-0.322
O	3.997	7.57	25.496	-0.157	-0.118	0.156
O	4.351	12.289	23.352	0.483	-0.272	0.185
O	15.211	13.527	32.398	-0.315	-0.043	-0.373
O	5.53	8.266	22.045	0.084	-0.119	0.51
O	12.793	15.145	22.998	-0.05	-0.227	0.43
O	13.515	8.077	25.13	-0.533	-0.623	0.233
O	8.482	5.277	25.172	0.477	-0.118	-0.138
O	8.218	0.082	22.208	-0.082	-0.081	0.549
O	13.621	5.459	22.229	0.129	-0.099	0.551
O	8.434	6.664	22.991	-0.186	0.348	0.237
O	3.259	12.408	25.888	0.237	0.119	0.153
O	16.396	13.855	21.79	0.093	0.157	0.211
O	3.814	7.697	32.934	-0.109	-0.163	-0.231
O	2.405	2.791	25.072	-0.302	-0.1	0.363
O	13.235	15.186	33.293	-0.16	0.157	-0.498
O	2.665	10.846	22.149	0.114	0.223	0.445
O	11.988	5.492	32.379	0.015	-0.427	-0.074
O	3.706	1.282	23.268	-0.174	-0.104	0.248
O	7.72	4.368	33.323	0.001	0.011	-0.413
O	6.395	0.494	32.307	-0.256	0.354	-0.238
O	17.955	6.222	30.35	0.329	0.066	0.344
O	10.409	7.205	33.497	0.012	0.025	-0.462
O	12.894	0.684	28.975	0.437	0.601	-0.167
O	17.339	9.083	23.043	0.416	-0.357	0.385
O	10.052	1.857	22.963	-0.308	-0.102	0.184
O	10.586	8.044	22.156	-0.008	0.284	0.39
O	3.271	14.108	32.781	0.186	-0.186	-0.564
O	8.062	12.249	29.604	-0.153	0.484	0.283
O	14.602	8.413	32.42	0.11	0.084	-0.304
O	11.296	0.564	32.546	-0.084	0.083	-0.215
O	3.425	-0.16	31.258	0.576	-0.203	-0.302
O	12.84	14.529	29.864	0.281	-0.272	0.267
O	16.123	8.35	25.283	0.652	0.113	0.271
O	2.127	0.224	25.114	-0.466	0.147	0.529
O	9.39	0.602	25.658	-0.158	0.011	-0.291
O	9.444	11.485	23.115	0.453	-0.12	0.488
O	17.849	-0.154	32.942	0.074	-0.166	-0.389
O	1.874	4.399	23.049	0.419	0.108	-0.092
O	7.273	12.64	23.607	-0.089	0.003	-0.464
O	7.772	9.838	30.505	-0.41	-0.272	-0.334
O	11.195	12.084	26.436	0.225	0.222	-0.506
O	17.252	6.207	27.739	-0.07	0.423	-0.248
O	13.331	4.611	30.339	-0.068	-0.352	-0.312
O	17.097	11.662	25.503	-0.147	-0.294	0.023
O	13.018	7.214	30.657	-0.232	0.176	-0.522
O	3.359	2.258	32.578	0.271	-0.186	-0.152
O	12.216	9.616	23.195	-0.345	0.426	0.391
O	7.751	15.068	33.614	0.113	0.029	-0.228
O	10.97	5.736	29.888	-0.111	-0.262	0.063
O	14.087	-0.383	25.07	0.13	0.42	0.217
O	18.344	1.658	30.274	-0.355	0.441	0.166
O	3.361	14.477	24.239	0.249	0.215	-0.089
O	6.949	-0.636	29.939	-0.178	-0.459	0.077
O	9.834	5.252	27.485	0.522	0.048	-0.417
O	17.771	4.024	29.004	0.262	-0.26	0.364
O	14.764	9.649	23.496	-0.173	0.392	-0.549
O	10.25	14.601	26.403	0.684	0.159	-0.301
O	8.888	0.459	31.458	0.208	-0.397	-0.207
O	10.814	9.477	26.618	-0.044	-0.363	-0.349
O	16.49	12.07	30.332	-0.133	-0.518	0.181
O	14.249	3.084	32.277	-0.535	-0.203	-0.036
O	10.001	7.691	28.429	0.001	0.198	0.088
O	1.65	-0.581	22.706	0.101	0.505	0.026
O	16.942	1.764	28.086	-0.414	-0.275	-0.658
O	10.91	13.514	22.227	0.224	-0.103	0.618
O	3.234	1.166	27.994	0.002	0.131	-0.28
O	7.165	1.944	30.179	0.383	0.366	0.041
O	9.675	2.704	32.552	0.148	0.415	-0.085
O	14.186	9.452	29.948	-0.303	0.243	0.098
O	5.55	13.586	25.293	0.012	-0.01	0.688
O	11.657	12.035	32.837	0.125	0.406	-0.282
O	5.437	2.791	22.111	-0.014	0.078	0.288
O	14.943	13.435	25.698	-0.394	-0.446	0.104
O	4.503	1.307	25.769	0.612	0.192	-0.146
O	7.257	10.077	22.808	-0.107	-0.025	0.188
O	9.924	11.271	31.137	0.119	-0.402	0.359
O	10.719	13.861	31.192	-0.098	0.404	0.166
O	16.361	2.659	22.191	0.02	-0.093	0.235
O	14.615	8.64	27.48	-0.04	-0.114	0.129
O	9.191	12.949	33.011	-0.334	-0.45	-0.137
O	8.707	12.736	27.128	-0.116	0.1	-0.64
O	17.034	6.625	32.769	-0.044	0.564	-0.138
O	7.845	10.669	25.22	0.139	0.163	0.26
O	15.693	7.367	30.443	0.329	0.238	-0.394
O	2.897	9.904	26.232	-0.35	-0.312	-0.285
O	7.943	14.762	25.104	0.186	0.09	-0.268
O	8.08	-0.605	27.558	0.027	0.307	0.108
O	17.564	14.219	31.287	0.02	0.301	-0.597
O	17.302	5.013	25.408	-0.196	-0.031	-0.11
O	7.237	4.796	27.397	-0.494	-0.242	-0.356
O	15.517	7.179	22.977	0.102	-0.154	0.201
O	6.082	6.23	24.417	-0.03	0.027	0.37
O	2.311	9.817	33.528	0.153	0.107	-0.288
O	5.455	-0.237	27.736	-0.407	-0.423	-0.293
O	8.595	8.824	32.702	0.108	0.13	-0.459
O	5.599	2.345	28.005	0.436	0.485	-0.593
O	11.854	3.771	23.112	-0.323	0.44	0.639
O	13.533	14.927	27.4	-0.431	-0.191	-0.192
O	6.27	14.913	23.093	-0.494	0.188	0.258
O	12.82	10.548	27.987	-0.06	0.02	0.379
O	3.836	6.649	23.036	-0.445	0.134	0.137
O	10.793	13.279	28.672	-0.143	-0.272	0.28
O	18.533	4.476	33.449	0.15	0.175	-0.267
O	6.468	13.749	28.207	-0.451	-0.193	0.012
O	15.49	12.273	23.462	0.034	-0.341	0.442
O	6.143	4.29	29.724	-0.054	0.056	0.556
O	11.046	2.612	25.307	0.36	0.394	0.523
O	8.826	2.995	26.544	-0.303	-0.188	0.329
O	6.047	8.615	32.016	0.025	0.117	0.249
O	15.976	-0.714	26.837	0.527	0.327	-0.318
O	15.042	6.251	26.323	-0.626	-0.504	-0.241
O	15.191	-0.695	29.336	0.135	0.269	0.506
O	3.437	5.834	28.533	0.272	-0.475	-0.589
O	6.971	10.893	32.817	0.141	0.114	-0.061
O	3.649	5.045	24.972	0.128	-0.275	0.518
O	5.845	6.065	32.451	-0.129	-0.358	-0.332
O	13.004	10.59	25.41	0.391	0.635	0.186
O	17.791	-0.562	28.816	0.426	-0.309	0.044
O	5.976	6.671	28.578	0.418	0.41	-0.025
O	17.209	11.927	32.759	0.15	-0.161	-0.26
O	17.139	14.146	24.614	-0.154	0.077	0.271
O	15.779	4.017	27.339	-0.576	-0.404	-0.042
O	4.609	2.143	30.388	-0.083	-0.131	-0.167
O	15.79	4.937	31.355	0.128	-0.08	0.032
O	5.611	9.438	26.122	-0.055	0.154	-0.238
O	10.866	1.867	30.335	0.24	0.507	0.025
O	9.649	10.294	28.738	0.431	0.352	0.002
O	8.144	8.95	27.055	-0.215	-0.528	-0.049
O	8.333	5.89	29.521	0.028	0.028	0.423
O	10.741	1.595	27.723	0.01	0.262	0.021
O	15.326	2.998	29.751	0.078	-0.696	-0.067
O	4.067	8.361	28.021	-0.088	0.403	0.271
O	12.545	1.309	23.666	0.257	0.001	-0.157
O	15.401	11.056	28.216	-0.006	-0.007	-0.109
O	14.841	0.564	22.786	0.444	-0.216	0.058
O	15.986	1.595	33.469	0.209	-0.017	-0.537
O	13.031	9.956	33.612	0.057	-0.1	-0.21
O	7.282	4.341	23.034	0.154	-0.34	0.313
O	17.972	11.502	27.963	0.238	-0.099	0.393
O	6.724	11.171	27.588	-0.552	-0.033	0.278
O	16.44	13.542	28.244	-0.132	0.177	-0.195
O	10.614	-0.524	29.334	-0.457	-0.004	-0.233

Results
total energy: -101654.704 eV
total energy less fixed offsets of O -438.35, Si -107.03 eV per atom: -1.504 eV
